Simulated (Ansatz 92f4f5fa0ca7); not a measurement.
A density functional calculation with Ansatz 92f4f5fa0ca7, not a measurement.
Periodic cell of 226 atoms, Si134O92, from a study of silicon, its oxide and their interface. The atomic structure is a simulated model.
Doubt: the cutoff is low for norm-conserving oxygen, so forces and energies are approximate.
Doubt: the program's own warning below bears on the result.

Settings: functional HSE06; potential files SPMS norm-conserving; basis plane waves; wave-function cutoff 800 eV; density cutoff ratio 4; exchange-correlation grid ratio 1; k mesh 1 x 1 x 1, Gamma-centred; occupations fixed; spin none; net charge 0.

Cell vectors (angstrom)
a  10.938  0  0
b  0  10.938  0
c  0  0  31.9494

Atoms: element, x, y, z (angstrom)
Si  10.633  0.0246  24.4123
Si  5.0983  0.164  24.6546
Si  2.837  2.342  24.5291
Si  8.5742  2.466  24.5689
Si  10.7195  5.617  24.3347
Si  5.1666  5.6341  24.4579
Si  2.9941  7.9744  24.4039
Si  8.4269  7.8596  24.4243
Si  1.3003  1.1743  25.8164
Si  6.8265  1.3621  25.7531
Si  3.9979  4.0442  25.7569
Si  9.6895  4.0597  25.8479
Si  1.349  6.8197  25.6758
Si  6.8177  6.7426  25.7577
Si  4.0301  9.4927  25.9288
Si  9.4957  9.4705  25.8067
Si  2.7039  -0.0509  27.2327
Si  8.1711  -0.0197  27.1524
Si  0.077  2.6832  27.1914
Si  5.4711  2.7565  27.135
Si  2.69  5.4654  27.13
Si  8.2225  5.4184  27.1539
Si  0.0301  8.1898  27.1365
Si  5.5207  8.1684  27.1754
Si  4.1018  1.3673  28.5312
Si  9.5708  1.3673  28.5312
Si  1.3673  4.1018  28.5312
Si  6.8362  4.1018  28.5312
Si  4.1018  6.8362  28.5312
Si  9.5708  6.8362  28.5312
Si  1.3673  9.5708  28.5312
Si  6.8362  9.5708  28.5312
Si  0  0  29.8984
Si  5.469  0  29.8984
Si  2.7345  2.7345  29.8984
Si  8.2035  2.7345  29.8984
Si  0  5.469  29.8984
Si  5.469  5.469  29.8984
Si  2.7345  8.2035  29.8984
Si  8.2035  8.2035  29.8984
Si  1.3673  1.3673  31.2657
Si  6.8362  1.3673  31.2657
Si  4.1018  4.1018  31.2657
Si  9.5708  4.1018  31.2657
Si  1.3673  6.8362  31.2657
Si  6.8362  6.8362  31.2657
Si  4.1018  9.5708  31.2657
Si  9.5708  9.5708  31.2657
Si  2.7345  0  0.6835
Si  8.2035  0  0.6835
Si  0  2.7345  0.6835
Si  5.469  2.7345  0.6835
Si  2.7345  5.469  0.6835
Si  8.2035  5.469  0.6835
Si  0  8.2035  0.6835
Si  5.469  8.2035  0.6835
Si  4.1018  1.3673  2.0507
Si  9.5708  1.3673  2.0507
Si  1.3673  4.1018  2.0507
Si  6.8362  4.1018  2.0507
Si  4.1018  6.8362  2.0507
Si  9.5708  6.8362  2.0507
Si  1.3673  9.5708  2.0507
Si  6.8362  9.5708  2.0507
Si  0  0  3.418
Si  5.469  0  3.418
Si  2.7345  2.7345  3.418
Si  8.2035  2.7345  3.418
Si  0  5.469  3.418
Si  5.469  5.469  3.418
Si  2.7345  8.2035  3.418
Si  8.2035  8.2035  3.418
Si  1.3537  1.4127  4.8181
Si  6.86  1.415  4.755
Si  4.0546  4.1253  4.7693
Si  9.586  4.0596  4.7822
Si  1.3357  6.9249  4.8202
Si  6.8037  6.926  4.7528
Si  4.0849  9.5531  4.7865
Si  9.6026  9.5423  4.8199
Si  2.7447  0.0164  6.1265
Si  8.2881  0.0824  6.0893
Si  0.0138  2.7719  6.2903
Si  5.4952  2.8112  6.0912
Si  2.7382  5.5724  6.1294
Si  8.2497  5.5693  5.9754
Si  0.0391  8.2791  6.3547
Si  5.4823  8.2791  6.2217
Si  4.4052  1.1512  7.3359
Si  9.8023  1.1293  7.6117
Si  1.1751  4.4748  7.4968
Si  6.6297  4.5169  7.2555
Si  4.305  6.6855  7.5382
Si  9.729  6.5927  7.5068
Si  1.2722  9.9185  7.6882
Si  6.7131  9.9347  7.408
O  9.5906  1.2664  23.9874
O  4.1163  6.8251  23.95
O  4.0283  1.2839  24.0429
O  9.5515  6.7363  23.9018
O  -0.0275  5.5179  8.0116
O  5.5591  0.0933  7.9013
O  0.062  0.0661  8.1328
O  5.5158  5.5912  7.8704
O  7.5745  3.9443  8.4581
O  8.7361  7.0299  8.7745
O  2.1772  9.4402  9.0249
O  8.8868  1.6627  8.9133
O  7.6088  9.447  8.7077
O  3.5928  1.77  8.6199
O  3.5717  7.2021  8.9477
O  2.0699  3.977  8.8019
O  8.1465  3.5119  23.3593
O  0.4527  4.9641  22.9453
O  1.9387  2.799  23.2299
O  5.8294  4.9165  23.1251
O  5.5396  10.0558  23.4693
O  2.4496  8.7053  23.017
O  0.1956  10.0877  23.0809
O  7.7894  8.5987  23.0838
Si  8.6586  7.7027  18.4411
Si  8.784  6.3565  13.6294
Si  3.7914  1.5413  14.7438
Si  2.1375  5.7593  17.6212
Si  2.4159  3.157  19.4823
Si  9.8124  9.0321  12.0846
Si  1.3353  9.4346  22.0739
Si  9.1674  0.9643  13.2032
Si  1.4212  5.0559  13.0265
Si  1.7924  8.2566  12.8191
Si  6.6677  9.5783  22.4154
Si  4.5285  4.6033  15.7112
Si  8.2065  2.9973  9.5929
Si  0.8405  8.2567  19.2608
Si  6.9657  1.3654  21.0854
Si  8.2286  8.2984  9.6815
Si  10.8907  5.2075  15.6059
Si  7.5663  9.5011  16.3212
Si  9.9422  2.0781  20.3026
Si  3.2132  8.4996  9.9117
Si  6.6974  3.3556  17.4132
Si  1.1676  0.2224  19.8021
Si  3.2302  2.8154  12.3073
Si  7.2152  5.4024  19.6869
Si  5.7455  8.6589  11.5461
Si  5.784  6.062  13.1951
Si  4.6317  9.7119  17.6298
Si  1.0317  3.632  22.1673
Si  4.9001  1.4944  18.8022
Si  3.1928  3.0505  9.5229
Si  6.4448  10.8162  13.7925
Si  10.3458  0.1192  15.9794
Si  5.6631  3.6354  11.1596
Si  9.8415  3.8943  11.906
Si  2.3399  9.925  15.5515
Si  6.0777  8.1309  19.8029
Si  6.9355  3.9836  22.3793
Si  9.7606  2.7848  17.3716
O  7.1934  6.3709  13.9687
O  1.881  7.0683  18.6736
O  10.2969  4.039  16.5267
O  6.1639  9.9616  17.0571
O  10.1396  0.7033  14.4764
O  8.4452  6.1215  18.86
O  5.1644  0.6827  14.435
O  5.7213  2.0612  17.5211
O  8.3551  1.9754  20.5467
O  1.9929  4.3059  18.387
O  6.9703  2.7757  10.6616
O  4.8656  2.6989  12.2307
O  6.0318  4.4001  16.3497
O  4.5678  3.8816  9.9354
O  10.7023  2.7908  21.5623
O  9.7195  6.1561  14.9658
O  6.0057  6.4954  19.8397
O  4.0846  0.1794  18.2855
O  9.2554  10.5541  12.2784
O  2.8543  4.3623  12.7058
O  1.9189  10.7148  21.2056
O  3.9943  2.7335  19.3805
O  0.726  10.0441  15.9672
O  1.2711  9.8158  18.8345
O  1.7139  1.6763  19.2704
O  8.9362  10.3929  16.5071
O  4.8711  8.5919  18.7999
O  9.5726  8.7517  10.4924
O  6.7422  4.0939  18.8616
O  2.8321  1.7269  13.4222
O  5.8385  8.7803  21.2683
O  2.5337  2.4401  10.8887
O  7.6123  4.8635  21.1761
O  5.204  7.4675  12.5533
O  0.4298  9.0706  12.506
O  7.574  1.0552  13.5773
O  7.1068  9.6345  14.7491
O  8.9776  5.0331  12.6883
O  8.0909  8.0378  16.9122
O  6.2233  2.5786  21.9082
O  2.4552  9.0681  14.1158
O  0.4242  4.4873  11.8647
O  0.8159  8.3291  20.9329
O  9.3906  3.8091  10.3497
O  9.6541  2.3863  12.5442
O  7.6219  8.5696  19.3918
O  2.5495  8.1747  11.37
O  3.9797  3.059  15.3875
O  0.8361  4.4895  14.4388
O  10.068  3.0144  18.9602
O  9.1428  7.8057  12.9513
O  10.5169  0.5539  20.0852
O  6.0275  5.0292  11.9298
O  8.1591  2.756  17.0248
O  3.5375  5.4921  16.724
O  4.6687  9.1147  10.3806
O  1.5289  6.6769  13.1813
O  4.7607  5.4824  14.3408
O  2.0436  3.8841  20.903
O  10.5476  1.4127  16.9572
O  0.9474  6.0823  16.5472
O  7.3739  10.9578  21.905
O  5.9383  0.9289  19.9168
O  6.0598  10.0189  12.4099
O  2.8442  0.5472  15.6124
O  7.0564  8.0009  10.7905
O  10.2438  8.0227  18.6888
O  3.4426  9.2013  16.5855

Results
free energy: -56392.434 eV
free energy less fixed offsets of O -447.96, Si -113.29 eV per atom: 0.746 eV
gap between the highest filled and lowest empty level on this k mesh: 1.221 eV

The program warned: the cutoff lies below the one the program advises for these potential files; the model core charge is not resolved on the grid; the forces do not sum to zero within the program's tolerance; the exchange-correlation potential is rough where the density is thin.
